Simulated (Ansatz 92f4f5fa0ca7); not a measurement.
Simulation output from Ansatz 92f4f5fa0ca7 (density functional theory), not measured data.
Periodic cell of 220 atoms, Si132O88, from a study of silicon, its oxide and their interface. The atomic structure is a simulated model.
Doubt: the cutoff is far below the 930 eV that the study's wrapper takes by default for these files, so forces and energies are approximate.
This geometry differs little from another in the collection (a relaxation step or a small displacement).

Settings
functional: PBE
potential files: Ansatz PAW
basis: plane waves
wave-function cutoff: 580 eV
density cutoff ratio: 5
exchange-correlation grid ratio: 1
k mesh: 1 x 1 x 1, Gamma-centred
self-consistency stop: 5e-08 eV per atom in the density residual
occupations: fixed
spin: none
net charge: 0

Cell vectors (angstrom)
a, 10.938, 0, 0
b, 0, 10.938, 0
c, 0, 0, 32.3333

Atoms and the computed forces on them: element, x, y, z (angstrom), force x, y, z (eV/angstrom)
Si, 0.2644, -0.2422, 24.9692, 0.0038, -0.006, -0.0061
Si, 5.7794, -0.2652, 24.9644, 0.0167, -0.0075, -0.0312
Si, 2.4747, 2.8958, 24.7679, -0.0136, 0.0091, -0.0133
Si, 7.9354, 2.9419, 24.8505, -0.006, 0.0019, -0.0222
Si, 0.1845, 5.1477, 24.7508, 0.0035, -0.0147, -0.0265
Si, 5.6896, 5.2163, 24.7993, 0.006, -0.0047, -0.012
Si, 2.4829, 8.4364, 24.9605, -0.0059, 0.0006, -0.0116
Si, 7.9468, 8.3549, 24.8303, -0.0142, 0.0091, -0.0034
Si, 1.3926, 1.3699, 26.2293, -0.0036, -0.0016, 0.0064
Si, 6.8732, 1.3523, 26.2466, 0.0018, 0.0011, 0.0083
Si, 4.0814, 4.0618, 26.0961, -0.0005, -0.0022, -0.0002
Si, 9.5653, 4.0639, 26.1545, -0.0018, -0.0047, 0.0106
Si, 1.3123, 6.774, 26.1336, 0.0044, 0.0074, 0.0075
Si, 6.8108, 6.7952, 26.1768, -0.0018, 0.0039, 0.0043
Si, 4.1133, 9.5647, 26.2227, -0.007, -0.0074, 0.0138
Si, 9.559, 9.5089, 26.1602, 0.0003, 0.0001, -0.0004
Si, 2.77, 0.0149, 27.578, -0.0016, 0.0016, -0.0084
Si, 8.2555, -0.0156, 27.5648, -0.0038, -0.005, -0.006
Si, -0.0163, 2.7191, 27.5585, 0.0068, 0.0044, -0.009
Si, 5.4431, 2.722, 27.5392, 0.0018, 0.0034, -0.0049
Si, 2.7485, 5.4617, 27.5092, -0.0045, -0.0024, -0.0008
Si, 8.2286, 5.4688, 27.5378, -0.0045, -0.0005, -0.0063
Si, -0.0131, 8.1571, 27.5414, -0.0009, -0.0002, -0.0087
Si, 5.4633, 8.171, 27.5628, 0.0073, 0.0021, -0.0101
Si, 4.1018, 1.3673, 28.9151, 0.1151, 0.1317, 0.3662
Si, 9.5708, 1.3673, 28.9151, 0.1503, -0.0867, 0.3115
Si, 1.3673, 4.1018, 28.9151, 0.0385, 0.0286, -0.1866
Si, 6.8362, 4.1018, 28.9151, -0.0448, -0.0057, -0.2263
Si, 4.1018, 6.8362, 28.9151, -0.1264, -0.1736, 0.0644
Si, 9.5708, 6.8362, 28.9151, -0.0535, -0.0748, 0.2011
Si, 1.3673, 9.5708, 28.9151, -0.0282, -0.1034, -0.1974
Si, 6.8362, 9.5708, 28.9151, 0.0546, -0.0627, -0.074
Si, 0, 0, 30.2823, -0.0332, 0.0426, 0.0063
Si, 5.469, 0, 30.2823, -0.0054, 0.0614, -0.0165
Si, 2.7345, 2.7345, 30.2823, 0.0021, -0.0202, -0.0081
Si, 8.2035, 2.7345, 30.2823, -0.0389, -0.0567, -0.0248
Si, 0, 5.469, 30.2823, -0.0113, 0.0326, -0.0195
Si, 5.469, 5.469, 30.2823, -0.0241, -0.0012, -0.0112
Si, 2.7345, 8.2035, 30.2823, -0.0358, -0.0281, -0.0219
Si, 8.2035, 8.2035, 30.2823, -0.0007, -0.0215, -0.0021
Si, 1.3673, 1.3673, 31.6496, 0.0311, -0.0014, -0.0208
Si, 6.8362, 1.3673, 31.6496, 0.0125, -0.0174, -0.0016
Si, 4.1018, 4.1018, 31.6496, 0.0066, -0.0321, -0.0227
Si, 9.5708, 4.1018, 31.6496, 0.0316, -0.0079, -0.0276
Si, 1.3673, 6.8362, 31.6496, -0.0111, -0.0013, -0.0095
Si, 6.8362, 6.8362, 31.6496, -0.0233, 0.0279, -0.019
Si, 4.1018, 9.5708, 31.6496, 0.026, -0.0125, -0.0163
Si, 9.5708, 9.5708, 31.6496, 0.0186, -0.0107, -0.0264
Si, 2.7345, 0, 0.6835, -0.027, 0.0393, 0.0433
Si, 8.2035, 0, 0.6835, 0.0242, -0.0032, 0.0347
Si, 0, 2.7345, 0.6835, -0.0158, -0.0508, 0.0017
Si, 5.469, 2.7345, 0.6835, -0.0577, 0.038, -0.0055
Si, 2.7345, 5.469, 0.6835, -0.0214, 0.0492, 0.0358
Si, 8.2035, 5.469, 0.6835, 0.0206, -0.0184, 0.0392
Si, 0, 8.2035, 0.6835, -0.0444, 0.0456, -0.0072
Si, 5.469, 8.2035, 0.6835, 0.0191, -0.0329, 0.0032
Si, 4.1018, 1.3673, 2.0507, 0.1265, 0.0606, 0.0153
Si, 9.5708, 1.3673, 2.0507, 0.0523, 0.0865, -0.0035
Si, 1.3673, 4.1018, 2.0507, -0.013, -0.034, 0.0104
Si, 6.8362, 4.1018, 2.0507, -0.0743, -0.1355, 0.0192
Si, 4.1018, 6.8362, 2.0507, 0.0879, 0.0932, 0.0041
Si, 9.5708, 6.8362, 2.0507, 0.1052, 0.0471, 0.0175
Si, 1.3673, 9.5708, 2.0507, -0.0365, -0.1182, 0.016
Si, 6.8362, 9.5708, 2.0507, -0.085, -0.015, -0.0096
Si, 0, 0, 3.418, -0.1842, -0.0101, 0.1249
Si, 5.469, 0, 3.418, 0.1838, -0.0047, -0.2573
Si, 2.7345, 2.7345, 3.418, 0.0748, 0.2233, -0.0087
Si, 8.2035, 2.7345, 3.418, -0.1466, -0.3006, -0.2023
Si, 0, 5.469, 3.418, -0.0052, 0.1722, 0.051
Si, 5.469, 5.469, 3.418, -0.0236, 0.1655, 0.0601
Si, 2.7345, 8.2035, 3.418, 0.0397, 0.2117, -0.1653
Si, 8.2035, 8.2035, 3.418, -0.0596, -0.0536, 0.2459
Si, 1.3556, 1.3972, 4.7624, 0.0044, -0.0018, 0.001
Si, 6.8903, 1.2863, 4.7916, -0.0055, 0.0011, -0.0005
Si, 4.1009, 4.1338, 4.799, 0.0007, 0.0015, 0.0048
Si, 9.4815, 4.1551, 4.7438, 0.0052, 0.0056, 0.0059
Si, 1.4155, 6.8382, 4.7843, 0.0022, 0.0019, 0.0048
Si, 6.8092, 6.85, 4.8232, 0.0062, -0.003, 0.0026
Si, 4.0651, 9.6459, 4.7623, -0.0028, -0.0063, 0.0061
Si, 9.5453, 9.5791, 4.82, -0.0009, 0.0048, 0.0022
Si, 2.7763, 0.1519, 6.1709, 0.0003, 0.0013, -0.0013
Si, 8.1687, -0.1037, 6.3275, 0.0188, 0.0093, -0.0113
Si, -0.0563, 2.7847, 6.0108, -0.007, 0.0027, -0.0006
Si, 5.5341, 2.7428, 6.0358, 0.0036, 0.0013, -0.0174
Si, 2.7968, 5.5191, 6.2418, -0.006, -0.0045, -0.0063
Si, 8.1365, 5.4662, 6.2343, -0.0038, -0.0024, -0.0068
Si, 0.0613, 8.2612, 6.1081, -0.0009, -0.0043, -0.0116
Si, 5.4003, 8.2576, 6.1191, -0.0054, 0.0032, -0.0009
Si, 4.3836, 1.3613, 7.5086, -0.0168, -0.0001, 0.0239
Si, 9.4258, 1.58, 7.4062, -0.0016, 0.0002, 0.0012
Si, 1.0714, 4.3694, 7.3208, -0.0036, 0.0021, 0.0049
Si, 7.0469, 3.73, 7.5222, 0.0132, 0.0011, 0.0205
Si, 3.8763, 7.2134, 7.5753, 0.0109, 0.0122, 0.0142
Si, 9.8361, 6.6508, 7.3386, 0.0002, -0.0071, 0.026
Si, 1.6482, 9.4781, 7.4103, 0.0162, 0.0034, 0.0206
Si, 6.3731, 9.7646, 7.6383, -0.0255, -0.019, 0.0434
O, 6.8509, 9.5304, 24.4033, 0.0074, 0, 0.0125
O, 3.071, 2.1197, 23.4213, -0.0048, 0.0054, 0.0073
O, 6.8353, 4.0906, 24.3531, -0.0014, 0.004, 0.0091
O, 1.3836, 9.5775, 24.4592, -0.0033, 0.0052, 0.0096
O, -0.0015, 5.5184, 7.8583, -0.0034, 0.0063, -0.0087
O, 5.4091, 0.1304, 7.8684, 0.0065, -0.0102, -0.0107
O, 8.3009, 2.7053, 7.8476, -0.0016, 0.001, -0.0059
O, 2.667, 8.2827, 7.9043, -0.0039, 0.0074, -0.0071
O, 8.4874, 2.6496, 10.6525, -0.0003, -0.0009, -0.001
O, 1.6703, 3.55, 8.6034, 0.0004, 0.0001, -0.0034
O, 6.303, 9.0787, 9.1644, 0.0019, 0.0105, -0.0224
O, 4.8448, 3.6973, 11.2338, 0.0023, -0.0033, -0.0031
O, 1.2708, 10.2752, 8.7908, 0.0014, -0.0041, -0.0132
O, 9.1723, 7.4468, 8.6231, -0.0008, -0.0084, -0.0045
O, 4.568, 6.9924, 9.0797, -0.0034, -0.0017, -0.0095
O, 4.179, 2.1802, 8.9636, -0.0002, -0.0059, -0.0133
O, 5.2342, 0.573, 23.6787, 0.0014, -0.0034, 0.0101
O, 12.2877, 4.0391, 24.2904, 0.0119, -0.0025, 0.0116
O, 3.8242, 0.1883, 21.5762, 0.0009, 0.0016, 0.0016
O, 5.0692, 5.885, 23.4097, 0.0043, -0.0062, 0.0074
O, 3.1771, 7.7554, 23.6463, -0.0024, 0.0008, 0.004
O, 10.6057, 0.5307, 23.6535, 0.0001, -0.0002, 0.0001
O, 8.4671, 7.6081, 23.4518, -0.002, 0.0018, 0.0036
O, 8.5424, 2.2417, 23.4802, -0.0037, 0.0039, 0.0091
Si, 5.3539, 2.8426, 9.9271, -0.0002, 0.0019, 0.0013
Si, 5.56, 13.8343, 20.3501, 0.0003, -0.0017, -0.0041
Si, 11.175, 5.5969, 15.7563, 0.0007, -0.0002, -0.0006
Si, 9.6918, 1.4363, 22.6676, 0.0024, -0.0019, -0.001
Si, 9.5301, 10.9983, 20.0405, 0.0007, 0.0005, -0.0026
Si, 5.5984, 0.7455, 16.1821, -0.0003, -0.0009, 0.0012
Si, 2.5289, 21.5949, 20.708, -0.0041, 0.0006, -0.0029
Si, 2.3703, -1.0065, 17.6458, 0.001, -0.0004, -0.001
Si, -4.3472, 21.9066, 19.0761, 0.0005, -0.0004, -0.0008
Si, 2.8117, 6.7106, 19.9614, 0.0011, 0, -0.003
Si, 7.4504, 5.6241, 20.1443, -0.0026, -0.0005, -0.0041
Si, 4.2977, 1.3595, 22.629, 0.0028, -0.001, -0.0013
Si, 9.1167, 20.6339, 14.5996, -0.003, 0.0013, 0.0012
Si, 7.9073, 12.6005, 14.504, 0.0018, -0.0012, 0.003
Si, 9.3643, 9.7886, 11.5004, -0.0007, -0.0016, 0.0045
Si, 0.4967, 8.5557, 20.7681, 0.0001, 0.0006, -0.0031
Si, 5.4211, 8.1379, 20.2387, 0.0006, -0.0009, -0.0032
Si, 12.3038, 14.1526, 10.1626, -0.0011, 0.0021, 0.0033
Si, 7.5987, 12.3919, 11.3381, 0.0023, -0.0004, 0.0028
Si, 8.9137, 6.1909, 17.3816, -0.0003, 0.0001, -0.0004
Si, 15.4906, 8.9841, 15.4562, -0.0004, 0.0004, 0.0006
Si, 13.6816, 1.8396, 16.6838, -0.0005, -0.0012, -0.0013
Si, 3.6155, 4.4223, 12.033, -0.0023, 0.0018, 0.0032
Si, 17.8992, 7.3672, 15.2096, 0.001, -0.0001, 0.0007
Si, 9.4257, 6.6975, 22.4859, -0.0008, 0.0019, -0.0016
Si, 4.1514, 6.9838, 22.6179, -0.0004, 0.0032, -0.001
Si, 0.4294, 0.3904, 9.6886, -0.0023, -0.0024, -0.0007
Si, 8.5764, 6.9994, 10.0779, -0.012, 0.0052, -0.0012
Si, -0.0836, 8.3431, 16.7157, -0.0006, -0.0008, -0.0008
Si, -6.0232, 18.1963, 12.9545, 0.0002, -0.0023, 0.0029
Si, 2.6726, 14.7322, 19.097, 0.0001, -0.0002, -0.0012
Si, 5.7097, 7.7713, 9.9825, 0.0089, -0.0054, -0.002
Si, 11.4339, 2.1571, 20.468, 0.0013, -0.0017, -0.0024
Si, 9.8836, 14.8235, 13.8819, -0.0005, -0.0018, 0.0009
Si, 12.7733, 14.4212, 14.3837, -0.0003, -0.0002, 0.0006
Si, -1.6122, 4.0119, 10.9828, -0.0001, -0.0008, 0.0018
O, 4.1116, 8.2686, 14.0158, 0.0007, -0.0003, -0.0009
O, 1.7025, 9.4496, 21.4539, 0.0009, 0, 0.0009
O, 9.0406, 0.4014, 21.576, 0.0003, 0.0009, 0.0025
O, 8.4946, 5.8628, 21.4072, 0.0028, 0.0011, 0.0027
O, 6.2638, 17.7098, 13.8143, -0.0008, 0.0004, -0.0014
O, 10.6421, 2.5092, 21.8608, -0.0011, -0.0006, 0.0006
O, 10.3218, 5.6692, 23.3958, 0.0056, -0.0038, 0.012
O, 1.3336, -3.5084, 19.8989, -0.0005, 0.0002, -0.0003
O, 9.0706, 5.4721, 10.3278, -0.0018, 0.0018, 0.0006
O, 1.3041, 14.4113, 19.963, -0.0011, -0.0017, 0.0003
O, 10.835, 14.6301, 10.5776, 0.0009, -0.0008, -0.0007
O, 5.2272, 8.0725, 11.5385, 0.0006, -0.0006, -0.0033
O, 2.9214, 10.18, 19.1818, -0.0002, -0.0008, 0.0015
O, -4.3396, 12.7518, 15.4629, 0.0008, -0.001, -0.0014
O, 0.4288, 3.2291, 13.5714, 0.0007, -0.0009, -0.0007
O, 14.0744, 3.7469, 13.4435, 0.0001, -0.0007, -0.0009
O, 5.9166, 9.6351, 19.7932, -0.0009, -0.0014, -0.0008
O, 10.7232, 10.4018, 10.8547, 0.0011, 0.0003, -0.0007
O, 14.3385, 20.1088, 16.6124, 0.0002, -0.0009, -0.0001
O, 4.1124, 14.2006, 19.6682, 0.0008, -0.0012, 0.0007
O, 14.9748, 5.9545, 12.4516, 0.0002, -0.0015, -0.0016
O, 6.2248, 10.945, 17.4923, -0.0003, -0.0001, -0.0005
O, 8.9811, 13.8064, 14.7953, -0.0007, -0.0016, -0.0012
O, 8.1727, 10.8664, 11.1376, -0.0008, -0.0008, -0.0015
O, 4.3484, 12.5792, 16.6874, -0.0003, -0.0009, -0.0008
O, 9.5932, 7.6939, 17.561, 0.0002, -0.0008, -0.0002
O, 11.9364, -1.8736, 17.6798, -0.0007, -0.0007, -0.0006
O, 13.676, 5.4163, 18.9746, -0.0001, 0.0001, 0.0003
O, 8.5482, 22.1114, 14.9253, -0.0002, -0.0021, -0.0021
O, 7.4443, 12.6358, 12.9434, 0, -0.0008, -0.0022
O, 10.1958, 12.0005, 8.7678, -0.0004, 0.0005, -0.0009
O, 12.333, 12.5067, 10.3258, 0.0004, -0.0018, -0.0002
O, 10.4571, 9.6389, 19.9988, 0.0009, -0.0015, 0.0002
O, 8.2884, 5.5635, 18.7404, 0.0002, -0.0006, 0.0008
O, 10.4768, 7.7254, 21.7786, -0.0021, -0.0025, -0.0002
O, 14.9741, 7.6901, 19.4565, -0.0007, -0.0005, 0.0003
O, 10.1997, 5.2096, 17.0296, 0.0003, 0.0002, -0.0006
O, 6.1751, 12.5084, 10.5566, -0.0014, 0.0007, -0.0024
O, 1.6334, 11.9858, 20.7143, 0.0002, -0.0022, 0.0014
O, 1.9849, 11.416, 17.1196, 0, 0.0001, -0.0007
O, 7.7633, 6.3009, 16.181, -0.0004, -0.0008, -0.0007
O, 1.5707, 4.708, 15.4601, -0.0002, -0.0001, 0
O, 6.1791, 12.4554, 19.6733, -0.0005, 0.0009, 0.0005
O, 9.6793, 9.6927, 13.0855, -0.0011, 0.0006, -0.0047
O, 2.181, 13.0748, 15.1999, 0.0007, -0.0007, -0.0003
O, 3.2106, 6.234, 21.4925, 0.0011, -0.0008, 0.0025
O, 9.0073, 8.2503, 11.0487, -0.0006, -0.0067, -0.0091
O, 5.2132, 2.504, 21.9002, -0.0012, -0.0007, 0.0011
O, 16.671, 8.0259, 16.083, 0.0006, -0.0009, -0.0003
O, 6.9734, 6.7664, 10.1147, 0.0145, 0.0071, -0.0014
O, 10.1552, 16.3041, 14.5019, -0.0001, -0.0023, -0.0008
O, -0.5949, 1.3954, 19.4836, 0.0003, -0.0009, 0.0005
O, -2.9568, 8.5474, 14.7521, 0.0017, 0.0008, -0.0018
O, 6.5226, 6.9586, 19.9817, 0.0006, -0.0016, 0.0004
O, 9.0541, 4.2223, 12.5566, 0.0003, -0.0015, -0.0034
O, 6.254, 3.8653, 8.9855, 0.0035, 0.0004, -0.0094
O, 13.3554, 14.0292, 17.6596, 0, -0.0009, -0.0006
O, 5.0874, 8.0959, 21.8514, -0.0003, -0.0013, 0.0005
O, 5.1386, 10.4937, 15.1407, 0, -0.0001, -0.0011
O, -11.5483, 9.4386, 15.6456, 0.0009, -0.0013, 0.001
O, 2.3516, 15.1156, 11.0329, 0.0001, -0.0011, -0.0011
O, 6.5868, 15.144, 20.2997, 0.0006, 0, 0.0009
O, 8.2063, 10.7629, 19.1467, 0.0011, -0.0011, 0.0003
O, 0.6869, 18.0861, 15.8966, -0.0005, -0.0003, -0.0001

Results
free energy: -133962.655 eV
free energy less fixed offsets of O -568.88, Si -635.61 eV per atom: -0.695 eV

The program warned: the cutoff lies below the one the program advises for these potential files; the forces do not sum to zero within the program's tolerance; the exchange-correlation potential is rough where the density is thin.
